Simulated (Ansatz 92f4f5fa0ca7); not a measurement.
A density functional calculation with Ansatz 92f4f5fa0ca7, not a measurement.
Periodic cell of 186 atoms, Si104O82, from a study of silicon, its oxide and their interface. The atomic structure is a simulated model.

Settings
functional: r2SCAN
potential files: Ansatz norm-conserving
basis: plane waves
wave-function cutoff: 1300 eV
density cutoff ratio: 4
exchange-correlation grid ratio: 1
k mesh: 2 x 2 x 1, shifted by 0.5 0.5 0.5 of a step
self-consistency stop: 5e-08 eV per atom in the density residual
occupations: Fermi-Dirac, 0.05 eV
spin: none
net charge: 0

Cell vectors (angstrom)
a 11.5403 0 0
b 0 11.5403 0
c 5.1633 -4.5039 23.7998

Atoms: element, x, y, z (angstrom)
Si -0.6092 -0.5529 0.0283
Si 0.0972 3.1702 0.0486
Si -0.2354 7.8814 0.406
Si 3.4149 -0.4179 0.1561
Si 3.269 4.1791 0.177
Si 3.495 7.9621 -0.2751
Si 7.3977 0.5192 0.1349
Si 7.4543 3.6563 0.2968
Si 7.6466 6.7627 -0.181
Si 1.4309 -0.1436 1.3961
Si 1.623 3.6977 1.7371
Si 1.7909 7.6464 1.4891
Si 5.4208 -0.004 1.3751
Si 5.3898 3.872 1.4187
Si 5.5724 7.5087 1.0226
Si 9.2084 -0.115 1.5644
Si 9.4971 3.5272 1.4089
Si 9.2901 7.375 1.4703
Si 1.5782 1.7105 2.8815
Si 1.6597 5.7278 2.8879
Si 1.6064 9.5145 2.8598
Si 5.3842 1.891 2.7734
Si 5.4969 5.7712 2.7297
Si 5.5458 9.4543 2.592
Si 9.3579 1.7758 2.898
Si 9.4278 5.4859 2.8111
Si 9.1882 9.3915 2.7611
Si -0.293 1.7948 4.2581
Si -0.2692 5.6628 4.2434
Si -0.3854 9.4096 4.135
Si 3.5194 1.7883 4.1833
Si 3.6177 5.7278 4.1714
Si 3.6277 9.4914 4.091
Si 7.3505 1.8474 4.1455
Si 7.44 5.5939 4.1273
Si 7.3269 9.4546 4.1496
Si -0.3291 -0.1913 5.4396
Si -0.2233 3.7403 5.5961
Si -0.3839 7.5612 5.6035
Si 3.5495 -0.1493 5.4816
Si 3.5244 3.7633 5.4881
Si 3.6318 7.6157 5.5647
Si 7.3821 -0.1173 5.4654
Si 7.3571 3.7171 5.6085
Si 7.4536 7.5284 5.5155
Si 1.5652 -0.0977 6.7966
Si 1.7019 3.7754 6.9718
Si 1.6188 7.5736 6.8535
Si 5.4685 -0.1045 6.818
Si 5.3449 3.7329 6.9433
Si 5.6092 7.5401 6.9448
Si 9.3449 -0.19 6.8103
Si 9.3752 3.6841 6.9274
Si 9.2467 7.5901 7.0595
Si 1.5758 1.7929 8.2063
Si 1.6457 5.7374 8.353
Si 1.608 9.5333 8.1023
Si 5.3268 1.7516 8.2324
Si 5.4501 5.6183 8.3647
Si 5.6391 9.5674 8.1658
Si 9.3426 1.6697 8.1692
Si 9.3037 5.5442 8.3761
Si 9.389 9.6441 8.4068
Si 11.2054 1.8543 9.6581
Si -0.3129 6.0635 9.6714
Si -0.1052 9.2883 9.7453
Si 3.4013 1.0995 9.5802
Si 3.5326 6.3485 9.6498
Si 3.6013 9.5073 9.2268
Si 7.3476 1.7459 9.3551
Si 7.3573 4.8789 9.6329
Si 7.4564 10.21 9.643
Si 8.5428 9.8588 14.6827
Si 13.1686 1.872 11.7845
Si 1.1123 0.4403 14.4646
Si 12.9593 7.246 16.4449
Si 9.4451 4.9016 14.0537
Si 6.8525 9.0014 12.3789
Si 7.5279 2.6593 20.6193
Si 4.0189 8.8828 13.1297
Si 8.2737 -3.2249 17.1801
Si 8.2101 5.4261 16.5965
Si 12.3305 2.2048 19.0121
Si 10.8836 7.7229 14.3216
Si 3.9126 5.7598 12.663
Si 6.4556 8.1433 19.6581
Si -0.3825 3.9864 11.7594
Si 14.3393 4.6737 15.2215
Si 3.3632 1.3125 19.2094
Si 10.2438 0.3788 16.0881
Si 12.5774 9.4878 12.6926
Si 14.0798 -4.9595 21.6204
Si 2.2599 1.9506 16.5586
Si 10.5028 -1.4725 18.4228
Si 6.9381 5.9103 12.5342
Si 7.5684 8.9118 22.2881
Si 13.0073 8.4321 19.2149
Si 16.8393 5.7644 16.5937
Si 4.1295 9.9528 18.769
Si 6.6627 5.223 19.1551
Si 14.0037 3.5621 20.8614
Si 6.1224 1.125 22.5146
Si 9.5621 1.273 18.7841
Si 4.1169 8.7093 16.0802
O 7.7632 9.2515 15.9712
O 8.454 3.0346 21.907
O 0.9657 1.9069 -0.6789
O -0.4553 -2.1709 -0.2997
O 12.8573 3.5749 19.6951
O 7.3869 2.1195 -0.4608
O 6.5354 6.5661 20.0876
O 6.5358 1.4257 20.9849
O 3.4766 1.8554 17.6519
O 0.072 4.2829 -1.1718
O -0.0084 6.8563 -0.8576
O 2.3654 5.5002 -0.3957
O 16.4425 7.3177 16.3835
O 7.5668 5.1165 -0.5871
O 7.672 -0.5386 -1.1137
O -1.2592 0.0644 -1.4104
O 7.3687 8.9811 20.6814
O 3.6514 2.5411 20.2745
O 3.3223 3.1494 -1.1042
O 11.9972 1.0705 10.9244
O 7.9864 5.0397 13.3837
O 8.2936 2.0768 19.3207
O 3.5524 7.9944 10.0312
O 5.2682 9.3274 12.1969
O 12.0274 8.0467 13.2138
O 3.5246 -0.5181 10.006
O 3.4667 5.5835 11.118
O -0.285 7.6779 9.9367
O 9.094 -0.231 15.1247
O 0.323 9.8353 11.2672
O 7.3321 3.2515 10.1372
O 7.3477 0.27 10.2053
O 7.2992 5.8209 10.963
O -0.3151 5.5166 11.235
O 7.5398 9.195 10.9325
O 11.285 1.099 15.0728
O 9.554 1.3969 17.1547
O 15.7949 4.7899 15.892
O 3.8005 7.2852 13.1783
O 5.4645 5.301 12.8352
O 4.5264 9.8245 17.192
O 2.1775 0.5493 15.7128
O 10.554 3.1727 10.4606
O 0.6988 10.5148 13.922
O 12.8123 7.2948 18.0587
O 14.0735 8.353 16.0447
O 4.4437 9.3516 14.6356
O 12.4242 2.2548 17.3939
O 2.9435 4.8902 13.6252
O 7.9961 5.0476 18.1807
O 14.6146 1.866 11.0226
O 1.7923 1.2213 13.2408
O 7.5152 10.0181 13.4541
O 10.2437 6.2961 13.9807
O 13.3466 3.0255 22.2549
O 3.5858 -1.9338 -0.4421
O 6.6718 3.9614 20.1495
O 7.0326 7.4834 12.9365
O 4.2648 -0.044 19.3186
O 10.2976 3.8418 13.1536
O 13.309 0.9625 19.4745
O 1.1092 3.3971 11.9854
O 10.8192 2.0172 19.478
O 13.8866 3.154 15.4888
O 2.654 9.5284 12.5629
O 11.5472 7.6815 15.8006
O 6.7377 5.4746 15.9125
O 6.9972 8.1364 18.1354
O 13.5309 7.638 20.5159
O 8.3993 7.5609 22.6199
O 14.1202 9.5429 18.8629
O 11.0051 -0.7724 17.0096
O 9.4665 -2.6374 18.0619
O 9.7521 8.8739 14.2582
O 5.369 5.3265 18.1608
O 13.3385 5.7539 15.9192
O 14.4448 -6.4307 21.0171
O 11.6486 -2.1987 19.3181
O 9.6906 -0.3011 19.2257
O 8.8277 6.9228 16.571
O 5.004 8.8843 19.6287
O 9.1801 4.5074 15.6415

Results
free energy: -50300.364 eV
free energy less fixed offsets of O -463.61, Si -117.95 eV per atom: -17.544 eV
pressure: -1.83 GPa
stress xx, yy, zz, yz, xz, xy (GPa, positive in tension): 0.77, 2.77, 1.95, 0.25, 0.06, -1.38

Forces (eV/angstrom), in the order of the atoms: element, x, y, z
Si -0.1664 -0.2106 -0.2444
Si 0.1965 0.5523 -0.0589
Si -0.0467 0.0292 -0.6894
Si 0.1344 -0.0453 -0.2773
Si -0.3265 -0.4782 0.0108
Si -0.0357 0.562 -0.1545
Si -0.2191 0.0709 -0.3015
Si -0.1204 -0.0676 -0.8601
Si 0.3712 -0.1196 -0.4179
Si -0.0136 -0.3723 -0.1732
Si 0.0756 0.0309 -0.2151
Si -0.0146 0.2303 -0.2033
Si 0.0382 -0.0956 -0.2873
Si -0.1314 0.0063 -0.2904
Si -0.0728 -0.1423 -0.2209
Si -0.1192 0.1372 -0.2457
Si 0.3192 -0.0827 -0.3743
Si 0.0096 0.1253 -0.1716
Si 0.0812 -0.1683 -0.0733
Si -0.1192 0.2268 -0.0075
Si 0.0757 0.0157 0.0161
Si -0.1486 -0.0202 -0.0502
Si 0.0893 0.1105 0.0129
Si -0.1273 0.1172 -0.2075
Si -0.0003 -0.047 0.2967
Si 0.2447 -0.0927 0.0547
Si -0.0426 -0.0924 0.1306
Si -0.0157 0.1251 -0.0219
Si -0.0431 -0.0397 -0.0038
Si 0.0484 -0.0447 -0.2124
Si 0.004 -0.0029 0.0533
Si 0.0069 -0.1 0.0644
Si -0.1511 0.0172 -0.0918
Si 0.0626 0.044 0.0512
Si -0.0317 -0.0108 0.1215
Si 0.0889 -0.0775 0.0272
Si 0.048 0.0187 0.1141
Si -0.0986 -0.1033 0.0787
Si 0.0655 0.0507 0.1858
Si 0.2125 0.0567 0.089
Si 0.0979 0.004 -0.0575
Si -0.0844 0.0047 0.1175
Si -0.1442 -0.0519 -0.0785
Si -0.0247 -0.0112 0.0242
Si -0.0357 0.0954 -0.0761
Si -0.1157 -0.0676 -0.2677
Si 0.0191 0.2539 0.0229
Si -0.1108 -0.0468 -0.2819
Si -0.1017 0.0918 -0.3017
Si -0.0039 -0.0356 -0.1369
Si -0.0375 -0.1082 -0.082
Si -0.0298 -0.0209 -0.1667
Si 0.1622 0.1816 -0.1656
Si 0.1415 -0.0916 0.2279
Si 0.088 -0.1906 0.087
Si -0.0402 0.0486 0.0248
Si -0.2038 -0.0746 0.3278
Si -0.2155 -0.1831 0.2851
Si -0.0227 0.0551 0.1457
Si 0.3014 -0.0017 0.3785
Si 0.0677 0.0377 0.2343
Si -0.1955 -0.022 0.1398
Si 0.0284 -0.055 0.2378
Si 0.082 0.2841 0.3424
Si 0.0572 0.394 0.3445
Si 0.3598 -0.2517 0.2421
Si 0.1784 -0.1296 0.4827
Si 0.0921 0.1134 0.7365
Si -0.0108 0.0532 0.7498
Si -0.1593 0.0087 0.5469
Si 0.0025 -0.1953 0.281
Si -0.1766 0.1146 0.2637
Si -0.0078 0.0689 0.2097
Si 0.1571 -0.0176 0.218
Si -0.0691 0.0392 0.5109
Si -0.0613 0.0185 0.0721
Si -0.1207 0.0554 0.3129
Si -0.1925 0.1007 0.3578
Si -0.2042 0.0847 -0.5966
Si 0.1312 -0.0129 0.2817
Si 0.0356 -0.0239 -0.0764
Si 0.1309 -0.0647 -0.0423
Si -0.2175 -0.0363 -0.0608
Si -0.1001 0.0326 0.2159
Si 0.0359 -0.0736 0.2595
Si -0.2148 -0.2651 -0.4485
Si -0.0659 0.014 0.2995
Si 0.0961 -0.0526 0.1989
Si 0.0774 -0.2177 -0.0535
Si 0.017 0.0779 0.0051
Si -0.0878 -0.1142 0.3423
Si 0.0257 0.0041 -0.2231
Si -0.0206 -0.0808 0.0149
Si 0.0797 -0.0719 -0.0227
Si -0.0151 -0.1935 0.3984
Si 0.0876 -0.0646 -0.3112
Si -0.0655 0.1838 -0.3021
Si 0.0263 -0.0559 0.0057
Si -0.1058 0.182 -0.1457
Si -0.0493 0.0094 -0.1767
Si 0.0367 -0.1714 -0.3564
Si -0.2746 0.1584 -0.3629
Si 0.0714 0.0347 -0.0804
Si 0.0744 0.0627 0.1238
O 0.2932 -0.0469 -0.1198
O 0.0497 -0.0023 0.7687
O -0.243 0.341 -0.0269
O 0.0424 0.0869 0.4887
O 0.2482 -0.2481 0.2155
O 0.066 -0.068 0.714
O 0.0134 0.131 -0.1416
O 0.0839 0.0891 0.5596
O -0.3366 -0.0311 0.1581
O 0.16 -0.165 0.2624
O 0.328 -0.2595 0.143
O 0.2523 -0.4434 -0.1415
O -0.1323 0.015 -0.0431
O -0.0592 0.1682 0.6981
O 0.1644 0.338 0.111
O 0.1884 -0.2328 0.4553
O -0.0532 -0.0126 0.5841
O -0.3368 0.0719 0.1411
O -0.1747 0.1259 0.2759
O -0.1453 0.3914 -0.2689
O 0.0636 0.1899 -0.2087
O -0.0308 0.0643 0.398
O 0.0791 0.0523 -0.5228
O -0.0097 -0.1586 -0.0096
O 0.0697 0.2579 -0.105
O -0.0292 -0.0622 -0.5023
O 0.0341 0.3511 -0.3468
O -0.1233 -0.0691 -0.0834
O 0.1146 -0.2425 0.0542
O -0.1553 -0.1815 -0.4677
O 0.1221 0.3897 -0.6078
O 0.1178 -0.2632 -0.6318
O 0.0432 -0.2303 0.0623
O -0.0219 -0.2563 -0.3287
O -0.0651 0.2991 0.0001
O 0.1913 -0.2481 -0.0619
O 0.1763 -0.286 0.2144
O -0.1872 0.1918 -0.1038
O 0.0725 0.0522 -0.1902
O -0.0196 0.2658 -0.2266
O -0.1675 -0.2288 0.1565
O -0.3015 0.2125 -0.1985
O 0.2693 -0.3192 0.0245
O 0.1336 0.0005 -0.3286
O 0.1149 0.2336 0.0537
O 0.0556 -0.1463 0.0189
O -0.1716 -0.2141 -0.3406
O 0.2537 -0.098 0.1953
O 0.0953 0.1342 -0.0606
O -0.274 0.1473 -0.0952
O -0.3056 -0.2726 -0.2727
O -0.1276 0.0597 -0.3925
O 0.0063 -0.2371 -0.206
O -0.0391 -0.099 -0.0602
O -0.1801 -0.2186 0.1675
O -0.0907 -0.1447 0.3427
O 0.1877 -0.2225 0.1458
O -0.0294 0.0673 -0.2331
O -0.1878 -0.017 -0.0572
O 0.2804 0.1778 -0.5256
O 0.1901 0.4298 -0.1588
O -0.144 -0.1252 -0.1375
O 0.0238 -0.1731 -0.2346
O 0.0414 0.0623 0.0747
O -0.0819 -0.0224 -0.1244
O 0.1054 0.013 -0.2919
O 0.061 0.1004 0.2758
O 0.0644 0.0292 0.2842
O 0.1725 -0.2465 0.2355
O -0.2874 0.2844 0.2404
O 0.0668 -0.2175 0.0732
O -0.2392 0.0344 0.1165
O -0.0438 0.1303 -0.0883
O 0.0143 -0.036 0.0078
O 0.3232 0.0635 0.0318
O 0.1579 0.0298 -0.1411
O -0.1267 0.1655 0.2054
O 0.0535 -0.0476 -0.11
O 0.0939 0.1874 -0.2565
O -0.2532 -0.0133 0.0585
O 0.2397 -0.0881 0.0292
O -0.1071 0.3203 -0.2503

The program warned: the forces do not sum to zero within the program's tolerance.
